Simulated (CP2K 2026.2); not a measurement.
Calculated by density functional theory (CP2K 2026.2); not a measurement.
Periodic cell of 504 atoms, Si360O144, from a study of silicon, its oxide and their interface. The atomic structure is a simulated model.
Doubt: the forces sum to 1.75 eV/angstrom along one axis rather than to zero, so they err by at least 0.0035 eV/angstrom per atom on average; the grid cutoff is modest.

Settings
functional: PBE
method: Gaussian and plane waves
basis set: DZVP-MOLOPT-SR-GTH
pseudopotentials: GTH-PBE
grid cutoff: 350 Ry, relative cutoff 50 Ry
k points: Gamma only
occupations: fixed
spin: none
net charge: 0

Cell vectors (angstrom)
a	16.32	0	0
b	0	16.32	0
c	-7.2306	-5.7003	33.9138

Atoms and the computed forces on them: element, x, y, z (angstrom), force x, y, z (eV/angstrom)
Si	1.151	15.334	0.211	0.04	-0.249	0.758
Si	4.291	1.034	0.14	-0.091	0.151	0.793
Si	1.18	4.249	0.009	0.221	-0.102	0.711
Si	3.826	7.141	0.116	0.095	-0.152	0.759
Si	1.572	9.262	0.234	-0.012	0.152	0.757
Si	4.415	12.01	0.152	-0.259	0.084	0.754
Si	6.495	15.126	0.072	0.237	-0.096	0.747
Si	2.003	-4.141	33.906	0.202	-0.207	0.739
Si	-0.315	-1.987	33.896	-0.156	0.317	0.733
Si	2.454	0.843	33.898	-0.21	0.222	0.721
Si	6.63	9.778	0.099	0.136	-0.18	0.719
Si	9.739	12.114	0.032	-0.162	0.146	0.764
Si	12.544	14.74	0.11	-0.11	0.091	0.748
Si	15.261	1.225	0.095	-0.222	0.101	0.7
Si	11.983	4.34	0.027	0.216	-0.18	0.725
Si	8.109	0.846	33.896	-0.237	0.073	0.732
Si	4.66	4.12	33.857	0.146	-0.196	0.729
Si	14.643	12.433	0.029	0.259	-0.117	0.729
Si	2.731	0.027	1.551	0.012	-0.005	-0.043
Si	5.433	2.633	1.417	-0.001	-0.012	-0.067
Si	2.742	5.436	1.324	-0.013	0.01	-0.059
Si	5.447	8.219	1.405	-0.001	0.02	-0.062
Si	2.755	10.9	1.394	0.005	0.023	-0.044
Si	5.444	13.603	1.495	-0.018	0.024	-0.06
Si	8.128	-0.03	1.327	-0.022	0.006	-0.063
Si	10.863	2.694	1.277	-0.026	0.012	-0.053
Si	8.057	5.402	1.232	0.007	-0.044	-0.056
Si	10.815	8.186	1.265	0.004	-0.014	-0.04
Si	8.194	10.942	1.379	0.012	0.014	-0.044
Si	10.92	13.618	1.38	0.012	-0.02	-0.06
Si	13.668	0.03	1.369	0.02	-0.008	-0.054
Si	0.044	2.77	1.435	0.01	0.009	-0.047
Si	13.639	5.474	1.263	0.009	-0.011	-0.043
Si	0.022	8.069	1.463	0	-0.011	-0.059
Si	13.52	10.853	1.327	-0.014	-0.003	-0.064
Si	-0.035	13.61	1.304	0.026	-0.028	-0.071
Si	1.392	1.441	2.83	-0.018	-0.01	0.024
Si	4.091	4.077	2.697	-0.016	-0.012	0
Si	1.393	6.73	2.794	0.034	0.009	0.041
Si	4.103	9.562	2.794	-0.006	-0.021	0.036
Si	1.34	12.263	2.68	0.004	0.017	0.017
Si	4.045	14.915	2.842	0.008	-0.013	0.033
Si	6.808	1.304	2.77	0.009	-0.002	0.039
Si	9.473	4.068	2.64	-0.004	0.002	0.022
Si	6.792	6.781	2.672	0.02	0.001	0.003
Si	9.5	9.508	2.707	0.005	0.003	0.027
Si	6.86	12.272	2.791	-0.008	-0.011	0.028
Si	9.525	14.974	2.692	-0.014	-0.006	0.006
Si	12.235	1.367	2.665	0	0.013	0.001
Si	14.923	4.102	2.715	-0.004	0.014	0.016
Si	12.257	6.853	2.618	-0.009	-0.001	0.018
Si	14.923	9.501	2.677	0.008	0.016	-0.001
Si	12.234	12.224	2.755	0.015	0.015	0.047
Si	14.988	14.966	2.749	-0.021	0.005	0.033
Si	0.013	0.017	4.112	0.013	-0.025	-0.024
Si	2.755	2.778	4.145	0.002	0.007	0.011
Si	-0.017	5.413	4.115	0.003	-0.01	-0.008
Si	2.739	8.154	4.109	-0.001	-0.004	-0.02
Si	-0.017	10.876	4.026	0	0.003	0.005
Si	2.669	13.564	4.138	-0.006	-0.016	0.001
Si	5.44	-0.025	4.139	0.004	0.014	-0.008
Si	8.168	2.713	4.072	0.002	0.004	-0.013
Si	5.446	5.438	4.057	0.002	-0.008	0.003
Si	8.147	8.139	4.053	-0.004	0.019	0.001
Si	5.475	10.905	4.131	-0.022	0.01	-0.013
Si	8.207	13.632	4.118	-0.002	0	0.009
Si	10.886	0.014	4.047	0	0.002	0
Si	13.573	2.723	4.056	0.018	0.007	0.001
Si	10.875	5.453	3.974	-0.005	0.004	-0.032
Si	13.578	8.165	4.061	-0.013	-0.018	-0.001
Si	10.865	10.86	4.087	-0.005	0.014	-0.008
Si	13.606	13.603	4.091	-0.002	-0.005	-0.022
Si	1.374	-1.35	16.293	0.005	0.019	-0.014
Si	4.064	1.371	16.331	0.001	-0.008	-0.01
Si	1.377	4.095	16.344	0.004	0.004	0
Si	4.075	6.794	16.339	0.005	0.012	-0.004
Si	1.38	9.51	16.301	0.003	0.007	-0.006
Si	4.098	12.246	16.331	-0.003	0.008	-0.005
Si	6.8	-1.355	16.35	-0.002	0.005	-0.005
Si	9.515	1.36	16.36	0.016	-0.024	-0.008
Si	6.801	4.079	16.356	-0.006	0.009	-0.002
Si	9.526	6.795	16.32	-0.005	-0.005	-0.01
Si	6.778	9.514	16.32	-0.008	-0.004	-0.004
Si	9.484	12.236	16.279	0.002	-0.012	-0.013
Si	12.252	-1.317	16.266	-0.008	0	-0.012
Si	-1.374	1.371	16.29	0.01	-0.004	-0.008
Si	12.244	4.072	16.322	-0.002	0.001	-0.001
Si	-1.357	6.776	16.32	-0.005	-0.002	-0.007
Si	12.231	9.482	16.289	0.008	-0.003	-0.007
Si	-1.353	12.24	16.264	-0.01	0.003	-0.01
Si	2.719	-0.007	17.685	-0.02	0	0.02
Si	5.412	2.727	17.706	0.006	-0.013	-0.006
Si	2.729	5.457	17.742	-0.014	0.004	-0.013
Si	5.421	8.16	17.695	0.006	-0.004	0.026
Si	2.704	10.901	17.663	0.005	-0.013	0.017
Si	5.459	-2.727	17.72	-0.007	0.002	0.007
Si	8.147	0.005	17.735	0.007	-0.001	0.019
Si	10.903	2.716	17.706	-0.01	0.007	-0.001
Si	8.192	5.436	17.696	-0.008	0.003	0.004
Si	10.866	8.157	17.692	0.003	0.003	0.006
Si	8.142	10.871	17.666	0.017	0.013	-0.005
Si	10.848	-2.669	17.547	-0.002	0.024	0.008
Si	-2.721	0.024	17.67	0.005	0.002	0.005
Si	-0.015	2.719	17.644	0.005	0.002	-0.003
Si	-2.734	5.434	17.69	0.013	-0.001	0.02
Si	0.061	8.103	17.649	-0.001	-0.008	-0.002
Si	-2.67	10.817	17.584	-0.006	0.005	0.007
Si	-0.03	-2.68	17.615	-0.002	-0.01	-0.015
Si	1.295	1.332	19.007	-0.01	-0.015	-0.032
Si	4.083	4.091	19.1	0.014	0.004	-0.008
Si	1.352	6.783	19.136	-0.002	0.004	-0.004
Si	4.016	9.514	19.039	0.005	-0.019	-0.033
Si	1.312	12.3	18.962	-0.002	-0.009	-0.035
Si	4.102	-1.341	19.062	-0.009	-0.007	-0.014
Si	6.761	1.391	19.084	0.009	-0.007	-0.003
Si	9.571	4.091	19.072	-0.003	0	-0.024
Si	6.832	6.81	19.036	-0.027	0.036	-0.044
Si	9.491	9.529	19.04	0.002	-0.032	-0.015
Si	6.821	12.203	19.076	-0.018	0.021	-0.003
Si	9.544	-1.392	19.041	-0.001	-0.016	-0.02
Si	12.25	1.347	19.076	-0.001	0.006	-0.01
Si	-1.355	4.063	19.025	0.009	-0.004	-0.036
Si	12.233	6.807	19.056	0	-0.003	-0.018
Si	-1.273	9.471	18.962	-0.004	0.018	-0.027
Si	12.235	12.247	18.758	0.006	-0.019	-0.056
Si	-1.349	-1.325	19.017	0.015	0.01	-0.028
Si	-0.051	0.016	20.47	-0.003	0.023	0.058
Si	2.63	2.713	20.347	-0.032	0.001	0.045
Si	-0.017	5.373	20.463	-0.007	-0.02	0.076
Si	2.663	8.197	20.503	0.015	0.024	0.05
Si	0.017	10.897	20.315	-0.002	-0.001	0.045
Si	2.63	-2.663	20.342	0.008	0.024	0.023
Si	5.449	0	20.485	-0.008	0	0.037
Si	8.154	2.774	20.411	0.009	0.005	0.051
Si	5.499	5.449	20.427	0.011	0.019	0.052
Si	8.146	8.19	20.454	-0.004	-0.015	0.051
Si	5.399	10.86	20.386	-0.012	-0.008	0.071
Si	8.252	-2.831	20.437	0.032	-0.008	0.071
Si	10.894	-0.014	20.431	-0.019	-0.005	0.061
Si	-2.686	2.702	20.412	0.009	-0.004	0.065
Si	10.899	5.459	20.48	0.003	0.015	0.027
Si	-2.614	8.13	20.334	0.013	-0.015	0.016
Si	10.942	10.96	20.18	-0.004	-0.004	0.064
Si	-2.771	-2.776	20.146	-0.009	0.003	0.063
Si	1.586	-1.068	21.752	-0.199	-0.221	-0.717
Si	3.783	1.205	21.666	0.283	0.08	-0.658
Si	1.061	3.727	21.785	0.087	0.194	-0.793
Si	4.297	6.999	21.692	-0.16	-0.04	-0.718
Si	1.561	9.893	21.777	-0.183	-0.256	-0.723
Si	3.797	12.09	21.572	0.142	0.039	-0.711
Si	7.118	-1.213	21.665	-0.262	-0.178	-0.723
Si	9.248	1.143	21.669	0.268	0.134	-0.705
Si	7.141	4.41	21.788	-0.168	-0.145	-0.755
Si	9.352	6.669	21.795	0.186	0.169	-0.747
Si	6.466	9.254	21.735	0.118	0.131	-0.742
Si	9.926	12.376	21.75	-0.268	-0.109	-0.696
Si	-4.244	-1.702	21.564	-0.019	0.211	-0.699
Si	-1.213	1.548	21.859	-0.16	-0.18	-0.718
Si	-3.793	4.282	21.718	-0.215	-0.067	-0.71
Si	-1.594	6.54	21.751	0.234	0.154	-0.746
Si	-3.776	9.824	21.385	0.071	-0.092	-0.75
Si	-1.641	12.032	21.492	0.156	0.057	-0.722
Si	2.743	11.147	26.199	-0.005	0.018	-0.016
Si	6.42	3.897	24.795	0.003	0.014	-0.155
Si	9.092	1.341	28.472	-0.138	-0.025	0.001
Si	-3.412	6.713	31.1	0.063	-0.063	0.061
Si	4.591	-3.594	24.437	0.012	-0.053	-0.073
Si	2.393	10.866	31.027	-0.076	0.047	0.068
Si	6.76	10.395	24.61	-0.073	-0.03	-0.132
Si	9.092	8.911	29.423	-0.045	0.103	0.068
Si	8.685	-0.616	26.268	0.156	0.068	-0.061
Si	1.749	-3.652	28.704	0.034	0.013	-0.02
Si	6.157	8.162	29.12	0.077	-0.081	-0.017
Si	0.286	9.888	24.707	0.132	0.035	-0.219
Si	2.471	5.586	23.85	-0.034	-0.03	-0.128
Si	9.38	5.507	32.138	-0.094	0.015	0.038
Si	0.814	-1.524	24.809	0.085	0.116	-0.082
Si	10.114	6.428	27.726	-0.013	-0.091	0.054
Si	8.103	4.05	27.179	-0.014	0.023	-0.01
Si	-1.091	-3.804	24.396	0.072	0.076	-0.072
Si	-0.759	-2.139	28.281	-0.048	0.081	0.032
Si	-4.21	3.56	24.714	0.032	0.055	-0.092
Si	11.02	8.397	23.772	-0.064	-0.06	0
Si	-2.94	-2.164	26.022	0.04	0.017	-0.141
Si	-2.434	1.203	31.1	0.07	0.126	0.151
Si	-0.636	6.31	29.775	-0.047	-0.094	0.107
Si	6.192	-1.187	24.454	0.033	-0.105	-0.125
Si	-4.419	-3.068	31.738	-0.029	0.039	0.04
Si	9.646	10.998	24.646	0.076	0.053	-0.213
Si	4.877	8.783	26.335	0.062	0.004	-0.029
Si	-4.474	1.947	29.038	0.162	0.092	-0.073
Si	-0.268	3.38	31.021	0.034	0.031	0.153
Si	5.629	5.172	28.66	0.018	0.095	-0.028
Si	-0.13	7.039	24.499	-0.007	-0.077	-0.064
Si	7.262	-4.049	31.063	-0.003	-0.01	0.165
Si	4.692	1.477	24.45	-0.008	0.027	-0.067
Si	0.986	8.115	31.715	-0.071	0.035	0.193
Si	-0.077	0.44	26.768	-0.061	-0.069	-0.11
Si	2.159	1.605	30.879	0.07	-0.062	0.11
Si	5.746	-1.526	31.001	-0.081	0.033	0.099
Si	-3.074	-0.05	23.845	0.115	-0.027	-0.055
Si	-5.692	8.096	31.728	0.004	0.05	0.015
Si	-5.262	4.793	29.938	0.035	0.073	0.092
Si	-1.772	-1.59	31.038	-0.048	-0.056	0.14
Si	-4.093	6.584	25.706	0.132	-0.01	-0.007
Si	4.956	3.143	30.897	0.017	0.011	0.151
Si	-1.427	5.781	26.907	-0.028	-0.035	-0.057
Si	-6.283	-4.461	29.571	0.002	-0.014	0.07
Si	10.493	-3.139	26.7	-0.013	-0.092	-0.037
Si	7.307	1.163	30.988	-0.056	0.031	0.108
Si	4.376	5.803	25.989	0.015	-0.046	0.024
Si	-2.274	2.763	26.839	-0.031	0.038	-0.088
Si	3.174	-0.86	29.28	-0.04	-0.003	-0.006
Si	5.138	10.002	31.152	0.003	0.048	0.102
Si	10.449	1.356	24.447	-0.092	-0.111	0.041
Si	2.703	0.051	26.45	-0.089	-0.084	-0.063
Si	1.349	14.967	5.478	0.004	0.006	0.015
Si	4.095	1.371	5.471	-0.003	-0.005	0.014
Si	1.352	4.087	5.487	0.002	0.015	0.022
Si	4.099	6.791	5.449	-0.002	-0.002	0.004
Si	1.342	9.523	5.419	-0.001	0.013	0.002
Si	4.075	12.233	5.474	0.001	0.003	0.013
Si	6.817	14.957	5.48	-0.003	-0.003	0.013
Si	9.534	1.366	5.429	-0.008	-0.006	0.007
Si	6.805	4.078	5.422	-0.003	-0.003	0.012
Si	9.533	6.791	5.393	0.005	-0.012	0.005
Si	6.815	9.503	5.448	0.009	-0.007	0.011
Si	9.536	12.236	5.457	0.007	-0.014	0.018
Si	12.233	14.966	5.427	-0.002	0	0.002
Si	14.94	1.37	5.435	-0.006	0.009	0.005
Si	12.215	4.101	5.391	-0.015	0	0.006
Si	14.946	6.81	5.429	0	0.007	0.01
Si	12.234	9.515	5.44	0.003	0.008	0.008
Si	14.967	12.232	5.43	0.007	-0.001	-0.001
Si	2.725	0.007	6.819	-0.004	0.002	0.005
Si	5.456	2.732	6.813	0.001	0.002	0.001
Si	2.724	5.454	6.818	-0.007	-0.001	0.003
Si	5.452	8.151	6.81	-0.004	-0.001	0.002
Si	2.707	10.864	6.806	0.008	0	-0.004
Si	5.44	13.599	6.822	0	-0.006	0.003
Si	8.177	0.013	6.81	0.004	0.005	-0.001
Si	10.883	2.736	6.782	0.002	-0.001	0
Si	8.171	5.441	6.773	0	0.001	0
Si	10.874	8.148	6.785	0.007	0.007	-0.001
Si	8.169	10.873	6.806	-0.007	0.004	0
Si	10.892	13.604	6.806	-0.004	0	0.002
Si	13.588	0.005	6.796	0	-0.004	-0.004
Si	-0.011	2.711	6.813	0.009	-0.009	0.002
Si	13.583	5.442	6.777	0	0.002	-0.005
Si	-0.012	8.168	6.791	0.001	-0.006	0.001
Si	13.602	10.878	6.793	-0.005	0.001	-0.001
Si	-0.012	13.593	6.813	0.002	-0.003	-0.007
Si	1.355	1.358	8.173	-0.006	-0.009	-0.003
Si	4.084	4.084	8.168	0	0	-0.008
Si	1.355	6.815	8.159	0.01	0.004	-0.004
Si	4.077	9.509	8.161	-0.011	-0.008	0.004
Si	1.358	12.237	8.165	-0.005	0.005	-0.006
Si	4.086	-1.353	8.175	0.011	0.011	-0.005
Si	6.813	1.371	8.169	-0.003	-0.001	-0.002
Si	9.519	4.084	8.149	0.001	-0.002	-0.004
Si	6.816	6.791	8.158	0.001	0.003	-0.006
Si	9.528	9.511	8.16	-0.001	0.001	-0.009
Si	6.801	12.229	8.166	-0.008	-0.01	-0.006
Si	9.527	-1.359	8.164	-0.002	-0.003	-0.006
Si	12.235	1.371	8.152	0.003	0.002	-0.009
Si	-1.374	4.087	8.15	-0.002	-0.002	-0.008
Si	12.234	6.798	8.151	-0.006	-0.001	-0.009
Si	-1.365	9.521	8.16	0.007	0.012	-0.007
Si	12.249	12.24	8.161	0.007	0.004	-0.003
Si	-1.374	-1.36	8.161	0.001	-0.005	0.002
Si	-0.006	-0.007	9.522	0.007	0	-0.001
Si	2.723	2.722	9.523	-0.004	0.002	-0.004
Si	-0.004	5.443	9.508	0.006	0.008	-0.006
Si	2.719	8.159	9.526	-0.005	0.001	-0.002
Si	-0.003	10.878	9.522	-0.003	-0.005	-0.002
Si	2.719	13.601	9.52	0.004	-0.004	-0.005
Si	5.448	0.01	9.525	-0.004	-0.003	-0.002
Si	8.166	2.731	9.524	-0.005	-0.004	-0.005
Si	5.449	5.44	9.524	0.001	-0.003	-0.003
Si	8.166	8.154	9.521	0.002	0.004	-0.003
Si	5.439	10.871	9.52	0.003	0.011	-0.006
Si	8.16	13.6	9.518	0	0	-0.007
Si	10.881	0.008	9.519	-0.004	0.001	-0.002
Si	13.595	2.724	9.514	-0.004	-0.006	-0.006
Si	10.876	5.442	9.513	0.008	0	-0.006
Si	13.595	8.158	9.514	0	-0.002	-0.005
Si	10.884	10.877	9.516	0.001	-0.001	-0.004
Si	13.598	13.6	9.528	-0.003	0.002	-0.004
Si	1.362	-1.359	10.882	-0.002	-0.003	0.002
Si	4.084	1.365	10.886	0.004	-0.005	0.002
Si	1.361	4.087	10.872	-0.006	-0.002	0.002
Si	4.084	6.798	10.881	-0.006	0.006	0.002
Si	1.359	9.519	10.881	0.008	0.008	-0.001
Si	4.081	12.239	10.872	-0.001	0.001	-0.003
Si	6.804	-1.356	10.879	-0.003	-0.001	0.002
Si	9.517	1.364	10.88	0	0.006	0.004
Si	6.803	4.081	10.889	0.004	-0.005	0.001
Si	9.519	6.793	10.885	0.004	0	0.001
Si	6.803	9.514	10.878	-0.008	-0.009	-0.001
Si	9.519	12.238	10.875	-0.001	0.001	-0.002
Si	12.236	-1.356	10.88	0.004	-0.005	0.002
Si	-1.364	1.363	10.873	0.004	0.001	0.001
Si	12.235	4.082	10.871	-0.002	0.002	-0.002
Si	-1.36	6.8	10.871	-0.008	-0.002	0.001
Si	12.238	9.515	10.879	0.002	0.007	0.001
Si	-1.359	12.238	10.884	0.006	0.003	-0.002
Si	2.722	0.006	12.243	0.002	0	0.008
Si	5.445	2.72	12.252	-0.003	0.005	0.004
Si	2.723	5.439	12.241	0.006	0	0.004
Si	5.447	8.155	12.241	0.002	0.011	0.006
Si	2.728	10.876	12.231	-0.007	0.004	0.004
Si	5.435	13.605	12.229	-0.002	-0.004	0.003
Si	8.156	0.007	12.244	0.002	0	0.005
Si	10.87	2.733	12.232	0.011	-0.005	0.001
Si	8.159	5.438	12.253	-0.008	-0.002	0.004
Si	10.88	8.153	12.24	-0.002	-0.003	0.005
Si	8.158	10.879	12.236	0.002	0.008	0.001
Si	10.87	13.605	12.236	-0.002	-0.002	-0.001
Si	13.597	0.006	12.235	-0.004	-0.001	0.006
Si	0.001	2.723	12.226	0.001	-0.002	0.004
Si	13.604	5.435	12.227	-0.003	-0.001	0.002
Si	0	8.155	12.236	0.003	0	0.003
Si	13.597	10.876	12.238	0	-0.001	-0.001
Si	0.009	13.596	12.237	-0.001	-0.001	0.01
Si	1.361	1.375	13.594	-0.009	0.004	0.005
Si	4.086	4.084	13.608	-0.003	-0.003	0.005
Si	1.362	6.799	13.599	-0.002	0.001	0.009
Si	4.088	9.518	13.592	0.003	-0.002	-0.001
Si	1.379	12.236	13.591	0.013	-0.008	0.007
Si	4.087	-1.353	13.601	-0.001	-0.004	0.008
Si	6.8	1.359	13.619	0.004	-0.008	0.006
Si	9.513	4.074	13.615	0.006	0.004	0.002
Si	6.796	6.795	13.612	0.001	0	0.004
Si	9.512	9.512	13.596	-0.003	0.002	0.007
Si	6.788	12.244	13.585	-0.005	0.005	0.005
Si	9.514	-1.352	13.602	-0.001	-0.001	0.005
Si	12.231	1.377	13.58	-0.012	0.002	-0.001
Si	-1.353	4.08	13.59	0	-0.003	0
Si	12.242	6.781	13.589	0.011	-0.006	-0.002
Si	-1.362	9.511	13.595	-0.008	0.017	0.007
Si	12.229	12.238	13.587	0.001	0.002	-0.005
Si	-1.353	-1.356	13.584	0.005	0.004	0.007
Si	0.002	0.01	14.945	-0.002	-0.004	-0.001
Si	2.719	2.733	14.965	0.007	0.004	-0.001
Si	0.009	5.43	14.96	0.001	0.001	0.007
Si	2.738	8.153	14.95	0.005	0.008	0
Si	0.018	10.87	14.935	-0.005	-0.004	0.006
Si	2.736	13.598	14.955	0	-0.009	0.002
Si	5.436	0.002	14.983	-0.003	0	0.003
Si	8.156	2.716	14.989	-0.003	-0.003	0.006
Si	5.443	5.434	14.983	-0.006	-0.001	-0.002
Si	8.155	8.156	14.968	-0.003	0	0.002
Si	5.439	10.884	14.954	0.001	0.001	0.003
Si	8.132	13.61	14.945	0.003	0.003	0.004
Si	10.868	0.035	14.945	0.015	0.01	0.001
Si	-2.727	2.729	14.938	-0.003	-0.003	-0.006
Si	10.883	5.433	14.962	0.003	-0.001	-0.003
Si	-2.716	8.131	14.946	-0.011	-0.005	-0.001
Si	10.873	10.872	14.949	-0.001	0.008	0
Si	-2.725	13.606	14.927	0.001	-0.003	0
O	4.112	2.031	23.044	-0.211	0.549	0.125
O	0.874	9.59	23.221	-0.025	-0.099	0.152
O	-0.23	8.675	32.629	-0.382	0.019	-0.179
O	-3.166	7.035	32.658	0.094	0.3	-0.134
O	5.378	8.12	22.222	0.001	-0.078	0.294
O	-4.476	0.721	23.952	-0.069	0.148	-0.149
O	10.457	11.991	25.613	0.181	0.063	-0.098
O	5.266	8.614	27.874	-0.204	0.141	0.266
O	7.055	9.928	23.091	0.465	0.043	-0.059
O	2.459	-2.301	29.228	-0.172	0.082	0.394
O	0.45	7.296	30.436	0.463	0.047	-0.35
O	6.622	3.804	23.201	-0.263	-0.181	0.192
O	9.145	-5.597	33.585	0.139	0.035	-0.451
O	3.633	-0.233	33.56	0.1	0.183	-0.094
O	5.268	-1.893	32.501	0.026	-0.38	-0.181
O	6.884	-0.391	31.025	0.51	-0.023	0.062
O	7.53	9.013	29.06	-0.029	0.454	-0.098
O	1.888	7.122	32.619	0.001	-0.251	-0.168
O	3.678	6.191	22.96	0.29	-0.389	0.385
O	3.522	2.442	30.72	-0.062	0.043	-0.298
O	7.564	-3.741	32.629	0.032	0.487	0.064
O	1.357	10.504	25.724	-0.174	-0.041	0.258
O	-1.922	0.913	23.203	0.185	0.173	0.525
O	6.776	-1.887	23.116	0.174	-0.466	0.251
O	6.358	7.892	33.487	0.212	-0.082	-0.355
O	9.321	-2.067	26.488	-0.323	-0.195	-0.176
O	3.224	-4.066	25.129	-0.316	0.401	-0.204
O	-5.506	-2.197	32.575	-0.091	0.041	-0.402
O	-2.717	0.913	32.66	0.292	-0.587	-0.205
O	4.547	-0.991	30.092	0.096	0.424	0.056
O	0.037	3.563	32.605	0.334	-0.256	-0.11
O	8.245	5.541	22.225	0.208	-0.108	0.212
O	4.718	9.758	32.694	-0.4	0.21	-0.039
O	1.888	1.306	32.448	-0.303	0.129	0.001
O	-3.645	-4.068	32.731	-0.264	0.039	-0.278
O	1.774	4.328	23.122	0.14	-0.092	0.575
O	0.912	-2.991	33.532	0.17	-0.011	-0.292
O	-6.492	4.169	32.894	-0.446	-0.392	-0.234
O	2.746	10.962	22.133	0.254	0.217	0.284
O	-0.383	4.802	30.284	-0.012	-0.184	-0.226
O	7.676	1.589	32.51	0.078	0.526	-0.067
O	1.049	-1.5	23.22	-0.063	-0.374	0.136
O	4.351	-3.403	22.854	0.156	0.362	0.002
O	-0.934	10.936	24.655	-0.416	-0.273	0.32
O	6.178	9.16	25.46	0.297	-0.442	-0.121
O	-1.079	-2.409	29.841	0.001	-0.279	0.089
O	10.813	2.73	25.23	-0.315	0.181	0.562
O	8.151	10.89	25.239	-0.201	0.098	0.713
O	10.966	-2.747	22.169	0.011	0.109	0.414
O	1.387	6.759	24.039	0.241	0.337	-0.015
O	9.639	7.72	28.516	0.154	-0.069	-0.317
O	-3.288	-1.258	22.798	0.405	-0.397	0.185
O	-1.72	4.226	27.235	0.095	-0.012	0.157
O	-4.453	-2.342	26.493	-0.08	0.445	0.119
O	2.447	-4.746	32.474	0.074	-0.157	-0.109
O	5.217	3.533	32.447	0.523	0.008	0.106
O	-4.262	5.076	25.192	-0.152	-0.009	-0.12
O	-1.564	-0.048	30.603	0.266	0.147	-0.334
O	5.493	2.641	25.211	0.052	0.004	0.411
O	-2.736	5.448	22.167	-0.117	0.069	0.257
O	7.894	5.963	32.564	-0.314	-0.12	-0.469
O	-5.249	9.216	32.781	0.514	0.123	-0.167
O	6.714	4.195	27.986	-0.263	-0.202	-0.004
O	-1.108	1.66	26.858	-0.016	0.141	0.161
O	2.748	0.021	22.11	0.242	-0.048	0.536
O	2.637	-4.476	27.643	0.154	-0.046	0.133
O	-5.64	1.02	28.428	0.239	-0.619	-0.466
O	-0.059	2.637	22.317	-0.16	-0.097	0.179
O	8.372	0.153	27.653	-0.301	-0.214	0.174
O	6.491	10.859	31.015	0.08	-0.374	0.034
O	-5.095	5.589	28.551	0.622	-0.161	-0.115
O	-1.026	-3.541	22.801	0.152	0.315	0.068
O	-5.969	-3.713	28.19	0.074	0.051	0.032
O	2.241	0.23	30.034	-0.227	-0.156	-0.215
O	3.805	9.955	26.238	0.03	-0.033	0.003
O	-4.053	5.226	30.926	0.243	-0.299	0.461
O	4.259	7.4	25.79	-0.078	0.062	-0.492
O	-5.201	3.231	29.677	-0.535	0.025	0.157
O	9.959	7.315	23.172	-0.292	0.005	0.229
O	9.629	1.766	23.121	-0.207	0.511	0.176
O	-4.553	2.51	33.553	0.105	0.078	-0.228
O	8.556	1.354	29.993	0.407	-0.13	0.333
O	5.061	-2.174	25.047	-0.372	0.192	0.403
O	-1.739	5.173	33.595	0.126	-0.181	-0.493
O	7.812	3.794	25.604	0.349	-0.386	-0.218
O	-1.042	7.106	23.169	0.012	0.174	0.031
O	1.838	9.363	31.178	0.259	-0.001	0.045
O	8.919	5.429	27.337	-0.215	0.202	-0.175
O	8.186	-0.037	22.03	0.086	-0.098	0.381
O	5.373	8.564	30.468	-0.11	-0.407	0.212
O	-1.061	-1.755	32.473	-0.065	0.18	-0.118
O	-2.053	-2.333	27.352	-0.166	-0.087	0.275
O	-2.723	10.912	22.018	-0.174	0.005	0.592
O	9.179	-0.321	33.454	0.012	-0.087	-0.276
O	9.638	0.322	25.361	0.097	0.105	-0.19
O	-5.14	-3.987	30.62	0.054	-0.097	-0.145
O	5.617	0.24	24.001	-0.058	-0.077	-0.433
O	10.29	9.511	24.684	0.023	0.021	0.322
O	-2.791	6.636	26.661	-0.063	0.53	0.292
O	0.92	2.507	30.365	0.041	0.012	-0.664
O	-3.797	1.171	30.261	-0.506	-0.205	0.188
O	-2.774	-0.712	25.297	0.243	0.411	0.307
O	9.602	5.209	30.561	-0.408	0.091	-0.332
O	1.442	0.979	26.882	-0.01	0.757	0.188
O	-4.516	7.82	30.649	0.106	0.39	-0.514
O	-1.844	10.547	33.538	-0.03	-0.029	-0.409
O	-5.965	6.731	32.572	0.226	0.024	0.418
O	3.079	5.133	25.281	-0.164	-0.549	0.285
O	0.377	-3.241	27.959	-0.027	-0.397	-0.282
O	5.732	11.621	24.658	-0.044	0.075	0.281
O	9.953	10.269	29.234	0.296	-0.04	-0.173
O	4.458	5.449	27.566	-0.449	0.036	0.189
O	0.107	-2.954	25.09	0.02	-0.078	0.51
O	-3.407	2.344	27.905	0.072	0.218	-0.124
O	8.611	-4.075	30.203	-0.109	0.402	-0.294
O	6.103	2.096	30.464	-0.13	0.059	-0.694
O	-5.463	6.994	26.43	-0.335	0.509	-0.035
O	3.91	10.794	30.464	0.035	0.179	-0.705
O	-2.513	-3.326	24.982	-0.48	-0.439	-0.087
O	3.588	0.937	25.466	-0.145	0.027	-0.078
O	6.347	-2.895	30.414	-0.125	-0.186	-0.31
O	-2.896	2.845	25.344	0.345	-0.158	-0.269
O	2.171	-1.292	25.675	0.33	-0.318	0.191
O	1.496	-4.606	29.99	-0.368	-0.171	0.277
O	8.874	2.78	27.779	0.176	0.186	0.093
O	9.569	11.595	23.134	-0.035	-0.303	0.131
O	5.705	5.279	25.228	0.202	0.398	-0.113
O	-0.579	5.881	25.531	-0.023	-0.281	-0.179
O	-0.233	8.462	25.253	-0.136	0.054	0.624
O	-3.328	-2.04	31.121	-0.106	0.304	-0.332
O	-0.164	-0.328	25.325	-0.306	0.099	-0.219
O	-4.66	9.198	22.561	0.065	0.239	-0.028
O	-0.262	-0.627	27.978	-0.053	0.273	0.426
O	3.516	-0.375	27.773	0.496	0.043	-0.046
O	-4.22	3.534	23.1	-0.316	-0.498	-0.09
O	-0.593	6.374	28.16	0.491	0.438	-0.204
O	7.282	-0.899	25.569	-0.078	-0.009	0.442
O	6.355	6.561	29.084	0.575	0.025	0.148
O	-1.674	2.598	30.85	-0.158	0.373	-0.166
O	-2.093	6.836	30.222	-0.159	0.224	-0.395
O	9.254	8.491	30.984	-0.436	-0.078	0.223
O	3.569	5.274	33.438	0.087	-0.083	-0.503
O	-4.055	7.639	24.487	0.648	-0.045	-0.041
O	5.013	4.454	29.961	-0.315	0.401	0.01

Results
total energy: -101658.706 eV
total energy less fixed offsets of O -438.35, Si -107.03 eV per atom: -5.506 eV
